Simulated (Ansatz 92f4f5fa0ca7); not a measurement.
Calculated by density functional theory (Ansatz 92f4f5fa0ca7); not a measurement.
Periodic cell of 219 atoms, Si133O78H8, from a study of silicon, its oxide and their interface. The atomic structure is a simulated model.
This geometry differs little from another in the collection (a relaxation step or a small displacement).

Settings: functional r2SCAN; potential files Ansatz PAW; basis plane waves; wave-function cutoff 800 eV; density cutoff ratio 5; exchange-correlation grid ratio 1; k mesh 1 x 1 x 1, Gamma-centred; self-consistency stop 5e-08 eV per atom in the density residual; occupations fixed; spin none; net charge 0.

Cell vectors (angstrom)
a  10.938  0  0
b  0  10.938  0
c  0  0  31.5446

Atoms and the computed forces on them: element, x, y, z (angstrom), force x, y, z (eV/angstrom)
Si  0.5077  10.5018  24.2265  0.0102  0.0146  -0.001
Si  6.1441  10.5121  23.9321  -0.0127  -0.0006  -0.01
Si  2.2546  3.2183  24.1806  0.0024  0.0028  -0.0013
Si  7.7469  3.2814  24.1852  0.0045  -0.0016  -0.0013
Si  0.5336  4.9778  24.1599  -0.0004  -0.0003  -0.0018
Si  5.9786  4.9854  24.1796  -0.0044  0.0045  0.002
Si  2.3427  8.7508  24.0303  -0.0046  -0.0123  -0.016
Si  7.737  8.6278  24.0876  0.0211  -0.0048  -0.0014
Si  1.393  1.3884  25.4525  -0.0063  -0.0102  -0.0022
Si  6.8781  1.3777  25.3398  0.0006  0.0147  -0.0017
Si  4.1199  4.0934  25.3834  0.001  0.001  -0.0007
Si  9.606  4.1335  25.3996  0.0058  -0.0037  -0.0004
Si  1.4454  6.868  25.3095  0.0081  0.0049  -0.0037
Si  6.848  6.8432  25.3974  -0.0032  -0.0007  -0.003
Si  4.1879  9.6506  25.2421  0.0025  -0.0001  -0.0033
Si  9.5927  9.5259  25.3573  -0.0058  -0.0043  -0.0087
Si  2.8176  0.023  26.7429  0.0114  0.0219  0.0153
Si  8.2504  0.0132  26.7374  0.0123  0.0029  0.0212
Si  -0.0413  2.7055  26.7839  0.0009  0.0032  0.0008
Si  5.4417  2.6747  26.7476  -0.0062  -0.004  0.0055
Si  2.789  5.5119  26.7453  0.0021  0.0026  0.012
Si  8.2507  5.5138  26.7716  0.0051  0.0093  0.01
Si  -0.0002  8.1429  26.7355  -0.0098  -0.012  0.017
Si  5.429  8.2023  26.7234  -0.0025  -0.0038  0.0025
Si  4.1018  1.3673  28.1264  0.1249  -0.0769  0.5436
Si  9.5708  1.3673  28.1264  -0.1089  -0.1439  0.462
Si  1.3673  4.1018  28.1264  0.0414  0.1492  -0.3603
Si  6.8362  4.1018  28.1264  0.0375  -0.0839  -0.4442
Si  4.1018  6.8362  28.1264  0.0536  0.2631  0.2796
Si  9.5708  6.8362  28.1264  0.2355  0.0772  0.4937
Si  1.3673  9.5708  28.1264  0.1884  -0.0738  -0.5244
Si  6.8362  9.5708  28.1264  -0.0131  0.0513  -0.4378
Si  0  0  29.4936  -0.0189  0.0669  -0.033
Si  5.469  0  29.4936  -0.0156  0.0791  0.0185
Si  2.7345  2.7345  29.4936  0.0463  -0.0104  -0.0395
Si  8.2035  2.7345  29.4936  -0.0179  -0.0519  -0.0074
Si  0  5.469  29.4936  -0.0149  0.0525  0.0209
Si  5.469  5.469  29.4936  0.016  0.0614  -0.0334
Si  2.7345  8.2035  29.4936  0.0067  -0.0244  0.0016
Si  8.2035  8.2035  29.4936  0.0626  0.0127  -0.0383
Si  1.3673  1.3673  30.8609  0.0119  0.0091  -0.0101
Si  6.8362  1.3673  30.8609  0.0269  0.0078  -0.0052
Si  4.1018  4.1018  30.8609  -0.0585  -0.0271  -0.0143
Si  9.5708  4.1018  30.8609  -0.0034  -0.044  -0.0167
Si  1.3673  6.8362  30.8609  0.0228  0.0095  -0.0051
Si  6.8362  6.8362  30.8609  0.0323  -0.0099  -0.007
Si  4.1018  9.5708  30.8609  -0.0134  -0.0335  -0.0166
Si  9.5708  9.5708  30.8609  -0.0184  -0.0195  -0.0037
Si  2.7345  0  0.6835  0.041  0.0253  0.0103
Si  8.2035  0  0.6835  0.018  0.0554  0.005
Si  0  2.7345  0.6835  -0.0349  0.0035  0.0212
Si  5.469  2.7345  0.6835  -0.0065  -0.0171  0.0041
Si  2.7345  5.469  0.6835  0.0195  0.0329  -0.0013
Si  8.2035  5.469  0.6835  0.0221  0.0212  0.0122
Si  0  8.2035  0.6835  -0.0071  -0.0415  0.009
Si  5.469  8.2035  0.6835  -0.0458  0.0184  0.0162
Si  4.1018  1.3673  2.0507  -0.0413  0.0337  0.0256
Si  9.5708  1.3673  2.0507  -0.0716  -0.0474  0.0135
Si  1.3673  4.1018  2.0507  0.0545  -0.0321  -0.0047
Si  6.8362  4.1018  2.0507  0.0288  -0.0611  0.0191
Si  4.1018  6.8362  2.0507  -0.0799  -0.0573  0.0011
Si  9.5708  6.8362  2.0507  -0.0121  0.0225  0.0278
Si  1.3673  9.5708  2.0507  0.0019  -0.0192  0.0363
Si  6.8362  9.5708  2.0507  0.0571  -0.0152  -0.0052
Si  0  0  3.418  -0.2234  -0.126  0.393
Si  5.469  0  3.418  0.0364  -0.0271  0.382
Si  2.7345  2.7345  3.418  0.0324  0.0965  -0.6665
Si  8.2035  2.7345  3.418  -0.1931  -0.0741  -0.4549
Si  0  5.469  3.418  -0.0002  0.0588  0.4006
Si  5.469  5.469  3.418  -0.1019  0.1281  0.5734
Si  2.7345  8.2035  3.418  -0.0378  -0.2761  -0.2199
Si  8.2035  8.2035  3.418  -0.0463  0.0163  -0.4276
Si  1.3926  1.4084  4.7436  0.0009  0.0035  -0.0002
Si  6.8498  1.4093  4.8059  0.0095  0.0089  -0.0094
Si  4.0358  4.0737  4.7965  -0.0025  -0.0016  -0.0046
Si  9.5185  4.0759  4.7701  -0.0063  -0.0138  -0.0111
Si  1.3769  6.8693  4.8329  0.0085  0.0104  -0.011
Si  6.8675  6.9007  4.8111  0.0033  -0.0023  0.0033
Si  4.0972  9.5031  4.7874  -0.0134  0.0012  -0.0119
Si  9.5083  9.524  4.8183  -0.0024  -0.002  -0.0101
Si  2.6913  -0.0402  6.0623  0.0104  0.0024  -0.0003
Si  8.1633  -0.0023  6.2077  0.0008  -0.0019  0.0022
Si  -0.0219  2.7186  6.1118  0.002  0.0044  -0.0006
Si  5.4072  2.7283  6.1829  0.0036  -0.0023  0.0022
Si  2.6965  5.4393  6.2277  -0.0029  -0.0022  0.0005
Si  8.1759  5.4607  6.1653  -0.0009  0.0042  0.0007
Si  -0.067  8.1695  6.2459  -0.0009  -0.0017  0.0031
Si  5.4984  8.2273  6.2714  0.0001  -0.0069  0.0016
Si  4.4385  0.868  7.3573  -0.0116  -0.0031  -0.0052
Si  10.0605  0.874  7.3607  -0.0026  0.0004  -0.0005
Si  0.7957  4.5159  7.4371  0.0023  -0.0057  -0.0012
Si  6.3175  4.5782  7.3776  0.0022  0.0006  -0.0026
Si  4.5859  6.3242  7.4037  0.0012  -0.0004  -0.0041
Si  9.9659  6.2919  7.5168  0.0003  0.0024  -0.0014
Si  0.8587  10.0661  7.3586  -0.0004  -0.0019  0.0017
Si  6.3149  10.1655  7.5628  0.0112  0.015  -0.0077
H  9.7658  1.239  8.7789  0.0011  0.0007  -0.0001
H  1.2457  9.7917  8.7743  0.0012  0.0017  -0.0006
H  4.2695  6.6334  8.828  0.0006  0.0022  0.0014
H  6.6835  4.2479  8.7856  0.0005  0.0006  0.0003
O  9.4878  6.4959  9.0914  0.0049  -0.0018  -0.005
O  0.9701  3.902  8.9583  -0.0027  0.003  0.0066
O  3.682  1.1224  8.7959  0.0044  -0.0025  0.005
O  6.7032  10.1204  9.1824  -0.0047  0.0002  -0.004
H  0.1736  5.2757  22.7433  0.0006  0.0003  -0.0003
H  2.5846  2.8434  22.7763  -0.0004  -0.0006  -0.0024
H  5.6506  5.3233  22.7631  -0.0004  -0.0018  -0.0017
H  8.093  2.9888  22.7694  -0.0015  -0.0022  -0.0021
O  10.9806  0.1579  22.7791  -0.0036  -0.0057  -0.0077
O  2.8693  8.4554  22.4792  -0.0044  0.0073  0.0117
O  6.1529  10.9142  22.2859  0.001  0.0002  0.0101
O  7.9249  8.1102  22.5277  -0.0122  -0.0002  0.0041
Si  3.9852  10.5756  18.9967  -0.002  0.005  0.0065
Si  8.3239  7.7888  21.0137  0.0014  0.0031  0.0083
Si  6.5737  4.8377  17.915  0.0048  0.0048  0.0046
Si  3.9682  9.32  14.5846  -0.0011  0.0027  -0.0012
Si  10.9224  9.2181  19.9102  0.0008  -0.0092  0.0044
Si  3.5783  1.4732  10.3519  0.0052  0.0021  -0.0105
Si  2.6864  1.3618  16.9164  0.0009  0.0014  0.0005
Si  9.2471  5.5744  19.4347  0.0151  -0.0042  -0.0104
Si  4.9335  7.7741  12.1015  -0.0037  -0.0039  -0.0045
Si  8.994  6.997  10.5437  -0.0026  0.004  -0.0012
Si  7.719  1.4356  15.5987  -0.0013  0.002  0.0019
Si  7.1304  0.5272  21.091  0.0075  0.003  0.0047
Si  2.5757  7.432  16.4167  0.0034  0  -0.0035
Si  10.2401  0.6652  21.4662  0.0003  0.0003  0.0187
Si  10.6227  7.701  17.4426  -0.0217  0.005  -0.0118
Si  3.9331  6.4586  18.8629  0.0013  0.0016  0.0101
Si  2.4775  6.2566  12.0531  -0.0011  0  -0.01
Si  5.8545  2.5908  11.9728  -0.0003  0.0019  -0.0089
Si  0.1969  8.2192  12.5343  0.0009  0.0005  -0.0095
Si  6.9499  5.3178  12.1903  0.0003  -0.0012  -0.0098
Si  1.4721  3.7944  10.4761  -0.0005  0.0055  -0.0129
Si  6.7533  9.7404  16.1058  0.0034  -0.0027  -0.0031
Si  2.9774  4.967  14.6355  0.001  0.0023  0.0022
Si  8.9121  8.2063  14.8525  0.0053  -0.0072  0.0187
Si  -0.0836  4.0848  15.004  -0.0016  0.0025  -0.0047
Si  2.1157  10.7933  12.5299  -0.0025  -0.0029  -0.0079
Si  5.5036  2.4214  19.5206  0.0005  0.0021  0.0033
Si  7.9512  5.376  15.0046  0.0027  -0.0004  0.0011
Si  6.6369  9.2177  18.9846  -0.0008  0.0024  0.0059
Si  10.9681  2.9746  19.8505  -0.0018  0.0261  0.0201
Si  4.8676  2.4922  14.9581  0.0038  -0.0029  0.0012
Si  2.9319  3.5957  19.1689  -0.0001  -0.006  0.0015
Si  2.7958  8.5018  20.8668  -0.001  0.0016  0.0148
Si  10.6575  2.0865  16.9588  0.0012  -0.0002  0.0004
Si  6.9798  9.4663  10.6372  0.005  -0.0069  -0.0025
Si  0.0347  2.0789  12.6336  -0.0059  -0.0024  -0.0072
Si  8.2204  0.8399  12.4999  -0.0016  0.0043  -0.002
O  8.8357  6.2691  20.8389  0.0042  -0.0089  -0.0072
O  4.8292  0.9997  19.1627  0.0037  -0.0015  -0.0077
O  9.9547  6.6013  18.4086  -0.0004  -0.0071  0.0063
O  6.0436  6.6338  12.2306  0.001  0.0014  0.0078
O  0.352  3.1208  11.4356  -0.0036  0.0028  0.0059
O  5.2327  9.7381  15.5255  0.0007  0.0014  0.0001
O  7.1076  8.8877  17.4562  0.0052  -0.003  -0.0016
O  10.4923  2.2316  21.1933  0.0126  0.0078  -0.0184
O  6.0788  3.303  18.259  0.0018  -0.003  -0.0037
O  5.0589  9.4049  18.7313  -0.0025  -0.0026  -0.0069
O  8.0179  0.8849  14.1078  0.0036  -0.0021  -0.0008
O  7.0963  0.3057  16.5588  0  0.0018  0.0075
O  2.9171  2.7101  17.8047  0.0005  0.0097  0.0006
O  3.5657  7.2581  11.3791  0.0016  0.0026  -0.0048
O  0.0553  3.6031  16.535  -0.0016  0.0072  0.0017
O  2.7817  2.8621  10.5667  0.0037  0.0033  0.0012
O  8.6417  0.5008  21.656  0.0091  0.0082  -0.0087
O  1.3221  1.1806  13.0242  -0.0024  0.0003  0.0067
O  7.8995  5.0102  18.7903  0.0283  0.0119  -0.0004
O  1.3254  7.0885  12.8514  -0.0011  -0.0019  0.0108
O  10.5145  2.9072  13.9454  0.0058  -0.0017  -0.0025
O  9.1778  1.7919  16.2841  0.0012  0.0013  0.0018
O  6.4266  2.4697  15.5063  -0.0029  0.0047  0.0016
O  4.5441  8.182  13.6087  0.0051  -0.006  -0.0029
O  7.2962  4.7133  13.6747  -0.0015  -0.0035  0.0003
O  3.7322  7.2836  20.2714  0.0048  -0.0072  -0.0038
O  1.2276  8.3391  20.4658  -0.0025  0.0002  -0.0097
O  2.9721  10.9378  17.7786  -0.0029  -0.0073  -0.0022
O  5.0458  2.2658  13.3558  -0.0019  -0.0007  -0.0011
O  4.2525  3.2985  20.0804  -0.0002  -0.0003  0.007
O  7.7989  9.3655  14.9294  0.006  -0.006  0.0027
O  7.3811  2.0892  11.9526  0.0008  0.0032  0.0046
O  10.5485  2.0688  18.5662  -0.0027  -0.0014  0.0056
O  10.0524  8.4349  13.7285  -0.0026  0.0003  0.008
O  1.0302  7.1476  16.7522  -0.0221  0.0121  0.0032
O  1.8022  5.3058  10.9488  -0.0029  -0.0066  -0.0003
O  9.63  8.0993  16.2688  0.0159  -0.018  0.0174
O  10.2866  7.6635  11.2739  -0.0062  -0.0025  0.0027
O  5.0834  1.7318  10.8571  -0.0077  -0.0015  0.0017
O  1.0859  1.2644  16.4966  -0.001  -0.0058  -0.0028
O  2.7831  8.7694  15.5412  -0.0023  0.003  0.0014
O  3.8174  1.4568  15.7136  0.0009  -0.0006  -0.0021
O  5.417  5.8976  18.4176  0.0021  0.0059  -0.0034
O  10.9464  10.7925  20.2463  0.0019  0.0035  -0.013
O  7.7222  10.4429  11.7163  -0.0021  -0.0084  -0.0008
O  8.3105  5.7516  11.377  0.006  0.0024  0.0005
O  10.2785  4.4084  19.7598  -0.0149  -0.0139  0.0007
O  6.6497  2.0265  20.6096  0.0041  0.0026  0.0015
O  3.2048  6.2057  15.61  0.0031  -0.0017  0.0009
O  7.1718  10.5484  19.7438  0.003  0.0079  -0.0013
O  2.9365  5.1759  18.8418  -0.0043  0.0002  -0.0057
O  6.0073  4.1535  11.5543  -0.002  0.0007  0.0016
O  3.2071  9.9889  20.2998  -0.0008  0.0064  -0.0016
O  1.035  9.593  12.2849  0.0028  0.0032  0.0039
O  2.8527  0.2506  11.138  0.0021  -0.0036  0.0044
O  3.2491  10.4298  13.6383  -0.0007  0.0047  0.0014
O  7.0849  8.0084  19.968  -0.0034  -0.0046  -0.0057
O  10.9017  9.0378  18.3068  -0.0118  -0.0134  -0.0223
O  4.0786  3.8982  15.1337  0.0022  0.0032  0.0056
O  7.9555  6.9353  14.6292  0.0023  0.0119  -0.0015
O  3.4064  7.5344  17.7826  0.0055  0.0066  -0.0008
O  7.0728  5.0669  16.3563  -0.0034  -0.0006  -0.0017
O  7.8898  8.1597  10.3847  0.0021  0.005  0.0078
O  1.6193  3.1909  19.9909  -0.0313  -0.0002  -0.0009
O  9.5581  8.7264  20.5982  0.0006  0.0013  -0.003
O  9.7844  1.0797  12.182  0.0094  0.0054  0.0033
O  1.3872  4.6244  14.6235  -0.0071  0.0001  0.0008
O  3.3045  5.3406  13.102  0.0041  -0.0012  -0.0015
O  5.5537  9.0126  11.2716  0.0018  0.0069  0.0017
O  9.5445  5.0335  15.0586  0.0046  0.0007  0.0005

Results
free energy: -129687.013 eV
free energy less fixed offsets of H -15.71, O -570.45, Si -639.56 eV per atom: -4.753 eV

The program warned: the cutoff lies below the one the program advises for these potential files; the forces do not sum to zero within the program's tolerance; empty levels may hold ghost states of the PAW files; the exchange-correlation potential is rough where the density is thin.
